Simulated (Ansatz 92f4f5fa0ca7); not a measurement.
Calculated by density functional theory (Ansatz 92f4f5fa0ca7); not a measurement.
Periodic cell of 226 atoms, Si133O92P1, from a study of silicon, its oxide and their interface. The atomic structure is a simulated model.
Doubt: the cutoff is far below the 930 eV that the study's wrapper takes by default for these files, so forces and energies are approximate.
This geometry differs little from another in the collection (a relaxation step or a small displacement).

Settings: functional PBE; potential files Ansatz PAW; basis plane waves; wave-function cutoff 580 eV; density cutoff ratio 5; exchange-correlation grid ratio 1; k mesh 1 x 1 x 1, Gamma-centred; self-consistency stop 5e-08 eV per atom in the density residual; occupations fixed; spin none; net charge +1 e, with a uniform compensating background and no finite-size correction.

Cell vectors (angstrom)
a 10.938 0 0
b 0 10.938 0
c 0 0 31.9494

Atoms: element, x, y, z (angstrom)
Si 10.6271 -0.0003 24.42
Si 5.0754 0.1232 24.665
Si 2.8195 2.2921 24.5312
Si 8.57 2.4375 24.5649
Si 10.7073 5.5849 24.3346
Si 5.1594 5.6137 24.4511
Si 2.989 7.9555 24.4091
Si 8.4166 7.8304 24.4202
Si 1.2922 1.1305 25.845
Si 6.8143 1.3294 25.7403
Si 3.9832 4.0109 25.7324
Si 9.6879 4.0232 25.8569
Si 1.3367 6.7949 25.6699
Si 6.8036 6.7229 25.7566
Si 3.9995 9.4689 25.9627
Si 9.4813 9.4409 25.8052
Si 2.6337 -0.1326 27.2979
Si 8.1384 -0.0646 27.1468
Si 0.0784 2.6549 27.2162
Si 5.4503 2.7221 27.1124
Si 2.6649 5.4182 27.1102
Si 8.1925 5.3711 27.1399
Si 0.0107 8.1528 27.1341
Si 5.5108 8.1433 27.1866
Si 4.0862 1.3308 28.5012
Si 9.5423 1.3181 28.5091
Si 1.3889 4.0698 28.5702
Si 6.8058 4.0625 28.5264
Si 4.0783 6.7784 28.4914
Si 9.559 6.7833 28.4895
Si 1.287 9.4796 28.6357
Si 6.8222 9.5418 28.5682
Si -0.0457 -0.0174 29.937
Si 5.4501 -0.0084 29.9051
Si 2.7716 2.7194 29.9062
Si 8.1849 2.7068 29.8792
Si -0.0146 5.4433 29.8996
Si 5.4553 5.4517 29.8911
Si 2.7354 8.1465 29.9149
Si 8.2222 8.1817 29.8869
Si 1.3662 1.3786 31.2568
Si 6.8219 1.3751 31.2683
Si 4.1158 4.091 31.2834
Si 9.5449 4.0867 31.2588
Si 1.3582 6.8141 31.2838
Si 6.824 6.851 31.2478
Si 4.0815 9.5657 31.2685
Si 9.5466 9.5538 31.2985
Si 2.7358 0.0262 0.686
Si 8.1974 0.0274 0.6841
Si 0.0077 2.7557 0.685
Si 5.4838 2.7562 0.7165
Si 2.7459 5.4682 0.691
Si 8.2018 5.5008 0.6673
Si 0.0157 8.2213 0.7112
Si 5.4755 8.2336 0.6926
Si 4.0994 1.3953 2.0753
Si 9.5973 1.3742 2.0502
Si 1.3615 4.1448 2.0615
Si 6.8398 4.1738 2.0547
Si 4.0973 6.8647 2.0522
Si 9.574 6.8547 2.0633
Si 1.3674 9.6321 2.0705
Si 6.8251 9.645 2.0548
Si 0.0292 0.0559 3.4901
Si 5.4783 0.0599 3.4679
Si 2.7157 2.7813 3.4168
Si 8.2521 2.8084 3.3463
Si 0.0292 5.5294 3.465
Si 5.4784 5.5441 3.4504
Si 2.7387 8.264 3.4026
Si 8.2372 8.3048 3.3749
Si 1.3765 1.4723 4.8649
Si 6.905 1.506 4.7318
Si 4.0585 4.168 4.7697
Si 9.6216 4.0951 4.7833
Si 1.369 6.9707 4.8335
Si 6.8365 7.0399 4.7461
Si 4.0905 9.5902 4.8019
Si 9.5891 9.6013 4.8389
Si 2.748 0.0382 6.1537
Si 8.2797 0.1516 6.0974
Si 0.0029 2.8095 6.3274
Si 5.5099 2.8573 6.0832
Si 2.7572 5.6132 6.1501
Si 8.2448 5.6035 5.9439
Si 0.0522 8.3303 6.346
Si 5.4866 8.3302 6.2475
Si 4.4081 1.2043 7.3462
Si 9.7962 1.1609 7.6388
Si 1.1674 4.5241 7.4907
Si 6.638 4.5608 7.2755
Si 4.3224 6.7243 7.5572
P 9.7232 6.649 7.4224
Si 1.275 9.9577 7.7444
Si 6.7042 10.0039 7.4147
O 9.5867 1.2398 23.9891
O 4.1071 6.805 23.9539
O 4.0109 1.2384 24.0362
O 9.5347 6.6987 23.9053
O -0.0974 5.6264 7.9763
O 5.562 0.1602 7.9482
O 0.0565 0.0956 8.1636
O 5.5495 5.6468 7.9019
O 7.6453 4.0004 8.4291
O 8.7751 7.067 8.6559
O 2.175 9.4659 9.0648
O 8.8761 1.6868 8.9302
O 7.6626 9.4823 8.6667
O 3.5429 1.8827 8.563
O 3.5587 7.2268 8.9495
O 2.0041 4.0669 8.8416
O 8.1413 3.4933 23.3667
O 0.4461 4.9262 22.9553
O 1.8951 2.7393 23.2484
O 5.8359 4.9093 23.1217
O 5.524 9.9807 23.5127
O 2.4483 8.6942 23.029
O 0.1931 10.0638 23.0924
O 7.7857 8.5727 23.0811
Si 8.668 7.693 18.4468
Si 8.7919 6.3446 13.6379
Si 3.8077 1.5242 14.7271
Si 2.1447 5.7412 17.6321
Si 2.4175 3.1368 19.4933
Si 9.8281 9.0064 12.0693
Si 1.3344 9.4186 22.0791
Si 9.1894 0.9329 13.1767
Si 1.4209 5.0451 13.0428
Si 1.8049 8.2448 12.8371
Si 6.649 9.5499 22.4301
Si 4.5332 4.5913 15.7068
Si 8.2075 3.0356 9.5959
Si 0.85 8.2395 19.2664
Si 6.9522 1.3458 21.0934
Si 8.2514 8.3372 9.651
Si 10.8892 5.2087 15.6193
Si 7.5775 9.495 16.3212
Si 9.9328 2.0463 20.2943
Si 3.2236 8.5136 9.9381
Si 6.6972 3.3397 17.4064
Si 1.1709 0.2031 19.804
Si 3.2199 2.8032 12.3037
Si 7.2249 5.3873 19.683
Si 5.7726 8.6535 11.5286
Si 5.793 6.0618 13.2049
Si 4.6436 9.6995 17.6301
Si 1.0188 3.5924 22.1721
Si 4.8991 1.4796 18.8032
Si 3.1513 3.1226 9.5294
Si 6.469 10.8005 13.7818
Si 10.358 0.11 15.9635
Si 5.6373 3.6628 11.1473
Si 9.8505 3.8827 11.9231
Si 2.3535 9.9168 15.5617
Si 6.0852 8.1143 19.8048
Si 6.9381 3.9699 22.3747
Si 9.7509 2.7748 17.3591
O 7.2018 6.3707 13.9744
O 1.8912 7.0507 18.6807
O 10.2684 4.055 16.5371
O 6.1718 9.9574 17.0469
O 10.1645 0.65 14.4381
O 8.4534 6.1102 18.8576
O 5.1805 0.6692 14.3995
O 5.7117 2.0529 17.5184
O 8.3499 1.9339 20.5546
O 1.9942 4.2918 18.4028
O 6.9333 2.813 10.6047
O 4.8536 2.6928 12.1914
O 6.0367 4.3852 16.3377
O 4.5299 3.9459 9.9336
O 10.6899 2.7659 21.5521
O 9.738 6.1784 14.9655
O 6.015 6.4789 19.8416
O 4.0874 0.1634 18.2829
O 9.2665 10.5297 12.2277
O 2.8508 4.3451 12.7198
O 1.9133 10.7025 21.2151
O 3.9955 2.7163 19.3878
O 0.7411 10.0393 15.9712
O 1.2867 9.7961 18.8391
O 1.7133 1.6585 19.272
O 8.9461 10.3929 16.4932
O 4.8863 8.5758 18.7932
O 9.6082 8.7058 10.4603
O 6.7542 4.0808 18.8519
O 2.8425 1.6945 13.4014
O 5.831 8.764 21.2688
O 2.5116 2.4613 10.8755
O 7.6219 4.8427 21.1719
O 5.2369 7.4647 12.5305
O 0.4406 9.0463 12.4923
O 7.5991 1.0355 13.5523
O 7.1219 9.6213 14.7419
O 8.9775 4.9992 12.7231
O 8.1037 8.036 16.9161
O 6.2171 2.5707 21.9053
O 2.4627 9.0608 14.1208
O 0.427 4.4889 11.8682
O 0.8216 8.3113 20.9391
O 9.3855 3.8378 10.3632
O 9.6748 2.3562 12.5128
O 7.6299 8.5568 19.3991
O 2.5765 8.173 11.3901
O 3.9939 3.0484 15.3513
O 0.8206 4.4779 14.445
O 10.0513 2.981 18.9504
O 9.1403 7.7767 12.9081
O 10.5161 0.5262 20.0738
O 6.0315 5.0332 11.9324
O 8.1517 2.7289 17.0062
O 3.539 5.4648 16.724
O 4.6896 9.1219 10.3695
O 1.5425 6.6651 13.1866
O 4.7615 5.4882 14.3396
O 2.0479 3.8485 20.9236
O 10.5574 1.4249 16.9096
O 0.9603 6.0705 16.5516
O 7.3311 10.9494 21.9452
O 5.936 0.9088 19.9162
O 6.1135 10.0042 12.3834
O 2.8679 0.5358 15.6055
O 7.0667 7.99 10.7159
O 10.2539 8.0097 18.6913
O 3.4548 9.1866 16.5844

Results
free energy: -137631.955 eV
free energy less fixed offsets of O -568.88, P -755.39, Si -635.61 eV per atom: -3.475 eV

Forces (eV/angstrom), in the order of the atoms: element, x, y, z
Si 0.0043 0.0017 -0.0108
Si -0.0013 -0.0009 -0.0044
Si -0.003 0 -0.0097
Si -0.0002 0.0003 -0.0072
Si -0.0044 -0.0047 -0.0094
Si 0.0013 0.0001 -0.011
Si 0.0026 0.0037 -0.0092
Si -0.0017 -0.0021 -0.0116
Si -0.0005 -0.0009 0.0088
Si 0.0035 0.0007 0.0038
Si -0.0001 0 0.0042
Si 0.0034 0.0037 0.0061
Si 0.0024 0.001 0.0037
Si 0.0008 0.0014 0.0085
Si -0.0006 -0.0028 0.0064
Si 0.0014 0.001 0.0049
Si -0.0033 -0.0016 0.0031
Si -0.0083 -0.0035 -0.0004
Si 0.0021 0.001 -0.0001
Si 0.0029 0.0026 -0.0015
Si -0.003 -0.0052 -0.0028
Si -0.0022 -0.0032 -0.0045
Si -0.0024 -0.0009 -0.0023
Si 0.0007 0.0006 -0.0017
Si -0.0061 -0.0042 0.0025
Si 0.0044 0.0054 0.0034
Si -0.0088 0.0018 -0.007
Si -0.0004 0.0011 -0.0028
Si 0.0009 0.0095 0.0044
Si -0.0032 0.0029 0.0038
Si 0.0087 0.009 -0.0133
Si -0.0004 0.0016 -0.0072
Si -0.0042 0.0043 0.0035
Si -0.0003 0.0032 0.0004
Si 0.0061 -0.0077 0.0009
Si 0.0031 -0.0022 0.0002
Si 0.0053 -0.0003 0.0005
Si 0.0007 -0.0016 0.0007
Si 0.0043 -0.0089 0.003
Si 0.002 -0.0023 -0.0009
Si -0.0013 0.0006 -0.0012
Si -0.0011 0.0009 -0.0002
Si -0.0006 0.0038 0.0006
Si -0.0042 -0.0045 -0.0003
Si 0.0003 0.0048 0.0002
Si -0.0005 -0.002 0.0003
Si -0.0009 0.0008 -0.0003
Si 0.0039 0.0009 0.0015
Si 0.0047 0.0027 0.0013
Si -0.0038 -0.0001 -0.0002
Si 0.0037 0.0004 -0.0016
Si -0.0002 -0.0038 0.0022
Si 0.0006 -0.0072 -0.0005
Si -0.0008 0.0004 0.0008
Si -0.0009 -0.001 0.0012
Si 0.0009 0.0039 0.0006
Si -0.001 -0.0008 -0.0008
Si 0.0055 -0.0041 -0.0043
Si -0.0029 0.0031 0.0026
Si -0.0037 0.0001 -0.0048
Si -0.0039 0.0049 -0.0021
Si 0.0039 0.0046 0.0028
Si -0.0058 0.0006 -0.0045
Si -0.0082 0.0087 -0.0006
Si 0.0058 0.0023 -0.0077
Si 0.0069 -0.0031 -0.0125
Si 0.005 0.0074 -0.0012
Si -0.0164 -0.0093 0.0144
Si -0.005 -0.0112 -0.0085
Si 0.002 -0.0064 -0.0085
Si 0.0085 0.0054 0.0033
Si -0.0046 -0.0118 0.0025
Si 0.0044 0.0021 0.0164
Si 0.0082 0.0133 -0.0127
Si -0.0135 -0.0138 -0.0093
Si 0.0139 0.0064 0.008
Si 0.0091 -0.0064 0.0032
Si 0.0134 0.0231 -0.005
Si -0.0022 -0.0064 0.0003
Si -0.0091 0.0015 0.0035
Si -0.0186 0.0001 -0.0088
Si 0.0047 0.0024 -0.0111
Si -0.0022 -0.0075 -0.0235
Si 0.0104 -0.0019 0.005
Si -0.0079 0.0113 -0.0197
Si -0.0178 -0.0226 -0.0052
Si 0.0047 0.0141 0.0026
Si -0.0025 0.0045 -0.0255
Si -0.011 0.0196 0.0285
Si 0.0034 -0.0102 0.0187
Si 0.0069 -0.0156 0.0371
Si 0.0102 -0.0244 0.0154
Si 0.0002 -0.0019 0.0609
P 0.0179 0.0035 0.035
Si 0.0123 0.0159 0.0222
Si -0.0128 0.0211 0.0215
O -0.0019 -0.0023 -0.001
O -0.0014 -0.002 0.0001
O 0.001 -0.0003 -0.0016
O 0.0028 -0.0011 0.0002
O -0.0318 0.0273 0.0029
O 0.0078 -0.0145 -0.008
O -0.0059 -0.0051 -0.0008
O -0.0098 0.007 -0.0213
O -0.0056 0.0113 -0.0011
O 0.0391 -0.0339 -0.0511
O -0.0084 0.0011 -0.0172
O 0.0028 -0.0035 -0.008
O 0.0097 -0.0097 0.0017
O 0.0038 -0.0078 -0.0087
O 0.006 -0.01 -0.022
O -0.027 0.0206 -0.028
O 0.0041 -0.0039 0.0066
O -0.0039 0.0077 0.0101
O 0.0051 -0.0029 0.0078
O -0.0054 0.0054 0.0092
O -0.0034 0.0034 0.0052
O 0.0051 -0.0054 0.0105
O -0.0048 0.0042 0.0096
O 0.0064 -0.0053 0.0104
Si 0.0002 0.0005 -0.0027
Si -0.0015 -0.0004 0.0067
Si 0.0004 0.0016 0.0037
Si 0.0007 0.0002 -0.0019
Si -0.0002 0.0004 -0.0053
Si 0.0018 -0.0003 0.0117
Si -0.0014 0.0008 -0.009
Si -0.0022 0.001 0.0067
Si 0.0029 -0.0009 0.0068
Si 0.002 -0.001 0.0052
Si -0.0012 0.0028 -0.0078
Si -0.0007 -0.001 0.0017
Si -0.0218 -0.0049 0.0085
Si 0.0002 -0.0012 -0.0048
Si 0.0004 0.0007 -0.0049
Si -0.0014 0.0164 0.03
Si 0.0001 0.0002 0.0026
Si 0.0005 0.0014 0.002
Si -0.0001 0.0005 -0.0056
Si -0.0033 0.003 0.0124
Si -0.0005 0 -0.0012
Si -0.0001 0.0001 -0.0048
Si 0.0037 -0.0007 0.0043
Si 0.0001 -0.0011 -0.0052
Si -0.0039 0.001 0.0063
Si -0.0001 -0.0016 0.0057
Si -0.0005 0.0005 -0.0016
Si 0.0004 -0.0034 -0.0089
Si 0 -0.0006 -0.0037
Si 0.0176 -0.014 0.0144
Si -0.0005 0.0019 0.0067
Si 0.0006 -0.0006 0.0033
Si -0.0011 -0.0031 0.0043
Si 0.0014 -0.002 0.0107
Si -0.0001 0.0004 0.0029
Si -0.0001 0.0002 -0.0056
Si 0.0007 -0.0024 -0.0071
Si 0.0003 -0.0002 -0.0003
O 0.001 0.0002 -0.0033
O -0.0008 0.0017 0.0022
O -0.0002 -0.0009 -0.0009
O -0.001 -0.0004 -0.0003
O 0.0004 -0.0004 -0.0023
O -0.0004 -0.0004 0.0013
O -0.0003 -0.0006 -0.0025
O -0.0008 -0.0006 0.0008
O -0.0008 -0.0005 0.0021
O 0.0001 -0.0022 0.0018
O 0.0094 0.0008 -0.0069
O 0 0.0011 -0.003
O 0.0014 -0.0009 -0.0003
O -0.0002 0.0021 -0.0038
O 0.0011 0.0014 0.0043
O 0 -0.0004 -0.0025
O -0.0001 0 0.0021
O -0.0001 0.0008 0.0017
O -0.0007 -0.0017 -0.0049
O -0.0014 0.0018 -0.0017
O 0.0002 -0.0012 0.0042
O -0.0006 0.0003 0.0017
O -0.0003 -0.0004 -0.0018
O -0.0002 0.0002 0.002
O -0.0001 0 0.0014
O -0.0007 -0.0006 -0.0013
O 0.0008 -0.0012 0.0026
O -0.0015 -0.0026 -0.0105
O 0.0003 0.0012 0.0032
O -0.001 -0.0019 -0.0015
O 0.0004 0.0004 0.0044
O -0.0016 0.0014 -0.0054
O -0.0005 -0.0008 0.0043
O 0.0006 0.0016 -0.0037
O 0 -0.0005 -0.0049
O 0.0012 0 -0.0031
O 0.0012 -0.0017 -0.0005
O 0.0001 -0.0014 -0.0043
O 0.0005 -0.0012 0
O 0 0.001 0.0031
O -0.0002 0.0011 -0.0017
O -0.0017 0 -0.0053
O 0.0005 0.0008 0.0045
O 0.0047 0.0038 -0.0039
O -0.0007 0.0016 -0.0052
O -0.0015 -0.0001 0.0025
O -0.0001 0.0003 -0.0043
O 0.0002 0.0009 -0.0017
O -0.0013 0.0001 -0.0015
O 0.0003 -0.0003 0.0032
O -0.0015 0 -0.0034
O -0.0002 0 0.002
O 0.0015 0.0026 -0.001
O -0.0009 -0.0001 -0.0006
O -0.0012 0.0008 0.0001
O 0.0053 -0.0004 -0.0024
O -0.0006 0.001 -0.0034
O -0.0004 -0.0004 -0.0015
O -0.001 0.0006 0.0044
O -0.0003 0.001 -0.0001
O 0.0012 0.0006 -0.0001
O -0.0004 -0.0019 0.0031
O 0.0011 -0.0005 0.0029
O 0.0012 -0.0017 -0.0052
O -0.0014 -0.0017 -0.0017
O 0.0007 -0.0026 -0.0094
O 0.0004 -0.0001 0.0013
O 0.0005 -0.001 0

The program warned: the cutoff lies below the one the program advises for these potential files; the forces do not sum to zero within the program's tolerance; the exchange-correlation potential is rough where the density is thin.
